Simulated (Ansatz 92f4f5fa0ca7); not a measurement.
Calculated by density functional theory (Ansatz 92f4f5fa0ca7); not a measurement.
Periodic cell of 279 atoms, Si169O110, from a study of silicon, its oxide and their interface. The atomic structure is a simulated model.
Doubt: the cutoff is far below the 930 eV that the study's wrapper takes by default for these files, so forces and energies are approximate.
This geometry differs little from another in the collection (a relaxation step or a small displacement).

Settings: functional PBE; potential files Ansatz PAW; basis plane waves; wave-function cutoff 580 eV; density cutoff ratio 5; exchange-correlation grid ratio 1; k mesh 1 x 1 x 1, Gamma-centred; self-consistency stop 5e-08 eV per atom in the density residual; occupations fixed; spin none; net charge 0.

Cell vectors (angstrom)
a	11.6015	0	0
b	0	13.3963	0
c	0	0	30.7617

Atoms: element, x, y, z (angstrom)
Si	0.0051	-0.2225	23.884
Si	3.9588	0.0185	24.1821
Si	7.718	-0.0457	24.2163
Si	1.9505	3.2466	24.0051
Si	5.742	3.2707	23.9989
Si	9.7424	3.4117	24.0167
Si	-0.1469	6.6802	24.0619
Si	3.8152	6.7629	24.1327
Si	7.5899	6.7309	24.0032
Si	1.9749	9.825	24.0606
Si	5.6894	10.1226	24.1539
Si	9.549	9.9533	23.9703
Si	-0.0035	2.0955	24.7178
Si	3.8485	2.2266	24.9607
Si	7.7589	2.2531	24.7602
Si	1.8543	5.536	24.7205
Si	5.7229	5.5213	24.7815
Si	9.5506	5.5955	24.8742
Si	-0.0676	8.9098	24.8143
Si	3.8686	8.9129	25.0792
Si	7.6309	8.924	24.8479
Si	1.9864	12.1601	24.6874
Si	5.8054	12.2755	25.0691
Si	9.669	12.1836	24.8259
Si	-0.0042	2.1697	27.1314
Si	3.8597	2.2275	27.29
Si	7.7495	2.2403	27.1638
Si	1.8875	5.5503	27.1369
Si	5.7637	5.5471	27.1777
Si	9.62	5.5747	27.2286
Si	-0.0279	8.9206	27.1939
Si	3.8546	8.9173	27.3773
Si	7.6962	8.9144	27.2174
Si	1.9394	12.2365	27.1245
Si	5.8077	12.2744	27.3687
Si	9.6828	12.2375	27.2051
Si	1.9185	1.0739	27.9753
Si	5.8212	1.1366	28.016
Si	9.6658	1.0916	27.9698
Si	-0.0304	4.4222	27.9552
Si	3.8252	4.4698	27.9952
Si	7.7005	4.4541	27.9983
Si	1.8952	7.7741	27.9935
Si	5.7939	7.7716	28.0168
Si	9.6456	7.8106	27.9932
Si	0.0172	11.1438	27.9861
Si	3.8522	11.167	28.0357
Si	7.7507	11.1334	28.0199
Si	1.9336	1.1164	30.3668
Si	5.8008	1.1164	30.3668
Si	9.6679	1.1164	30.3668
Si	0	4.4654	30.3668
Si	3.8672	4.4654	30.3668
Si	7.7343	4.4654	30.3668
Si	1.9336	7.8145	30.3668
Si	5.8008	7.8145	30.3668
Si	9.6679	7.8145	30.3668
Si	0	11.1635	30.3668
Si	3.8672	11.1635	30.3668
Si	7.7343	11.1635	30.3668
Si	0	0	0.3944
Si	3.8672	0	0.3944
Si	7.7343	0	0.3944
Si	1.9336	3.3491	0.3944
Si	5.8008	3.3491	0.3944
Si	9.6679	3.3491	0.3944
Si	0	6.6981	0.3944
Si	3.8672	6.6981	0.3944
Si	7.7343	6.6981	0.3944
Si	1.9336	10.0472	0.3944
Si	5.8008	10.0472	0.3944
Si	9.6679	10.0472	0.3944
Si	0.0106	0.0052	2.7668
Si	3.8912	0.0386	2.7395
Si	7.7677	0.0119	2.7631
Si	1.9024	3.3849	2.7769
Si	5.794	3.3727	2.7424
Si	9.6531	3.3588	2.7542
Si	0.0402	6.7158	2.7399
Si	3.8687	6.7074	2.7975
Si	7.7265	6.7541	2.76
Si	2.0043	10.0406	2.7635
Si	5.8387	10.0666	2.7871
Si	9.7007	10.0847	2.7693
Si	-0.0275	2.2346	3.5515
Si	3.8471	2.2784	3.4896
Si	7.7126	2.2434	3.5308
Si	1.9335	5.6003	3.6473
Si	5.8152	5.588	3.5416
Si	9.682	5.6331	3.4059
Si	0.0439	8.9547	3.4809
Si	3.9437	8.929	3.6276
Si	7.7882	8.9844	3.6092
Si	1.9773	12.2884	3.4837
Si	5.821	12.3233	3.5272
Si	9.6912	12.3039	3.6117
Si	-0.0627	2.2201	5.9304
Si	3.8105	2.2964	5.8262
Si	7.6946	2.2618	5.8995
Si	1.9071	5.6135	6.0918
Si	5.8312	5.5476	5.9031
Si	9.6909	5.6813	5.7106
Si	0.0958	8.958	5.8146
Si	4.0402	8.913	6.0433
Si	7.8475	9.0276	6.0233
Si	2.0224	12.2829	5.828
Si	5.8258	12.3796	5.8866
Si	9.7228	12.3057	6.0219
Si	1.9142	1.1157	6.5934
Si	5.6983	1.2285	6.7005
Si	9.5611	1.1473	6.7952
Si	-0.14	4.4642	6.67
Si	3.8801	4.4672	6.763
Si	7.8599	4.5164	6.5835
Si	2.0156	7.9175	6.7312
Si	6.0498	7.7102	6.766
Si	9.8245	7.8539	6.6939
Si	0.1299	11.1632	6.6251
Si	3.9716	11.1949	6.7134
Si	7.7138	11.3159	6.7993
O	5.4026	1.4023	8.3347
O	10.9576	4.3579	8.2739
O	8.2005	4.5766	8.2247
O	1.978	1.1528	8.2519
O	0.4394	11.0377	8.2675
O	1.9471	8.2186	8.3662
O	10.0569	7.8136	8.348
O	4.0755	11.2273	8.3748
O	7.4636	11.6249	8.4385
O	3.9831	4.318	8.4241
O	9.3181	1.1755	8.4547
O	6.5447	7.3253	8.3349
O	5.5604	3.1089	22.3446
O	2.1418	3.0871	22.347
O	7.4988	-0.1913	22.5726
O	3.8637	7.1601	22.5047
O	9.3137	9.8082	22.3222
O	7.4176	6.9628	22.3476
O	10.0086	3.7444	22.3793
O	-0.3742	6.7567	22.4207
O	4.3712	13.61	22.5762
O	2.1927	9.3261	22.4681
O	0.0171	12.818	22.2377
O	5.4995	10.3781	22.5222
Si	5.718	3.713	20.8359
Si	9.7977	9.7209	20.7528
Si	11.008	12.3041	20.8105
Si	1.7448	0.5318	9.7329
Si	0.133	8.0928	16.9934
Si	9.222	6.7605	16.0237
Si	3.2311	4.0695	19.1556
Si	5.9953	7.2544	9.8721
Si	10.3616	7.2767	9.8634
Si	5.9829	1.031	19.3485
Si	10.6149	6.7177	20.9199
Si	9.0609	13.1256	12.0979
Si	8.681	1.0849	14.8967
Si	4.1448	11.8884	9.8602
Si	4.7954	8.6372	13.9954
Si	11.4034	11.6429	9.6319
Si	9.5617	4.4935	9.143
Si	1.4448	6.5939	19.3886
Si	8.2253	11.3828	9.8701
Si	4.8436	10.5209	21.0332
Si	1.7559	12.1461	14.5425
Si	8.271	0.227	21.213
Si	10.8546	10.8933	16.268
Si	8.1951	8.7225	11.3628
Si	3.7007	-0.0807	21.123
Si	10.9627	0.0121	18.0281
Si	4.5495	3.6615	16.2924
Si	4.4543	10.9927	15.5385
Si	3.2821	2.4518	11.4582
Si	10.1659	2.7505	21.0918
Si	1.8737	7.5528	9.8507
Si	4.0676	9.1058	11.0739
Si	8.8635	1.7005	9.9424
Si	9.7518	2.7636	18.135
Si	7.6429	6.2253	20.9033
Si	6.9896	7.5603	18.0888
Si	5.7127	1.0425	9.9006
Si	1.67	2.1984	21.0532
Si	6.714	12.8335	16.9144
Si	9.5533	9.2663	14.0196
Si	2.8075	8.7065	15.9108
Si	11.5159	1.9368	16.0441
Si	2.4925	1.9363	14.5647
Si	3.8606	5.0657	9.8756
Si	7.1932	10.4539	18.9216
Si	11.4362	10.9798	12.464
Si	4.78	6.6229	16.1192
Si	7.8151	3.7952	16.0688
Si	3.076	8.2592	21.5735
O	7.8226	13.5008	15.9053
O	6.0914	0.7043	17.7598
O	1.1553	11.6855	13.1016
O	3.2986	11.64	14.6001
O	9.6433	0.8994	11.1269
O	0.6806	11.4694	15.6196
O	2.9737	2.3396	13.0578
O	0.0788	5.9241	19.9733
O	6.8963	4.8034	20.8831
O	6.0218	10.87	19.9768
O	2.5346	8.5438	10.9803
O	9.6654	10.4696	15.1726
O	11.6328	-0.3875	19.4679
O	5.4339	7.3338	14.7715
O	10.8988	3.1279	17.0082
O	4.1459	10.7194	10.9924
O	0.4761	0.7791	17.0899
O	10.341	8.2338	20.3901
O	0.2194	10.7064	10.8991
O	2.6495	6.133	9.8053
O	0.3345	7.2465	10.2238
O	3.7674	2.4599	15.4813
O	7.2454	1.5284	10.1851
O	0.2846	13.2007	9.8369
O	9.7923	11.5658	9.4728
O	8.3096	9.2895	12.9129
O	6.186	3.6739	16.1762
O	9.6922	8.2443	10.9731
O	7.1399	7.5097	11.0232
O	10.7811	6.8165	16.5767
O	7.7589	9.9051	10.3381
O	4.1952	5.1533	15.722
O	5.4213	12.1283	16.1791
O	10.3071	1.1735	15.1992
O	9.7441	1.111	18.2825
O	10.215	12.0737	12.5561
O	6.651	9.1563	18.0701
O	4.8804	8.447	9.8322
O	10.3591	12.0948	17.2617
O	-0.6175	9.5388	17.2035
O	3.6798	11.6881	20.9512
O	2.1308	7.4171	20.5912
O	2.0147	0.3661	14.6341
O	2.8216	12.7793	10.1125
O	4.8955	8.5964	12.3893
O	9.3974	12.5362	20.8247
O	5.4672	12.8246	10.0729
O	4.3165	4.3817	20.3385
O	9.7031	5.8063	10.0774
O	9.3494	3.2354	10.1401
O	8.3511	3.3494	17.5538
O	4.135	9.1001	20.659
O	2.1788	2.9355	19.6886
O	3.5316	10.0553	16.5627
O	1.9589	1.7805	10.7588
O	9.3098	7.793	14.7293
O	10.9559	9.5757	13.1826
O	3.5023	7.4564	16.6815
O	8.5341	5.2709	15.6861
O	8.5707	10.0705	19.7216
O	3.1933	8.6514	14.32
O	9.2232	5.9102	20.7626
O	7.4066	11.6884	17.8643
O	11.116	10.6896	20.6017
O	2.2497	0.6668	21.1007
O	8.4311	0.434	13.4217
O	7.179	0.1949	20.0369
O	8.3765	7.3789	17.2653
O	7.9455	12.3285	11.1848
O	7.1154	7.1267	19.656
O	1.025	7.6847	18.2724
O	5.2787	5.8197	10.2178
O	1.2109	8.493	15.8369
O	4.6835	1.7478	10.9643
O	1.0896	2.624	15.1288
O	11.6482	2.0765	21.0889
O	8.2018	2.6561	14.9509
O	4.5324	0.5553	19.889
O	8.9914	1.6662	21.3855
O	9.9659	3.4115	19.6135
O	6.1695	2.5955	19.7386
O	3.4633	4.0208	11.0574
O	5.8755	6.6223	17.3359
O	4.0192	3.5352	17.8352
O	2.4182	5.4355	18.7976
O	5.4256	10.0167	14.6289

Results
free energy: -169993.295 eV
free energy less fixed offsets of O -568.88, Si -635.61 eV per atom: 1.595 eV

Forces (eV/angstrom), in the order of the atoms: element, x, y, z
Si	0.018	0.0174	0.0635
Si	0.003	-0.003	0.0576
Si	-0.087	0.0409	-0.0017
Si	-0.0379	0.0039	0.0548
Si	-0.0158	-0.0251	0.0788
Si	-0.0396	-0.0586	0.0361
Si	0.0765	0.0049	0.008
Si	-0.0365	-0.032	0.0265
Si	-0.0016	-0.0359	0.0682
Si	-0.0259	0.0375	0.0423
Si	0.0307	-0.0377	0.0306
Si	0.0333	0.0168	0.0815
Si	0.0195	-0.0042	-0.0763
Si	0.0489	0.017	-0.1089
Si	0.0368	0.0334	-0.0718
Si	0.0051	0.028	-0.0518
Si	0.0011	-0.0008	-0.0626
Si	-0.0623	0.0556	-0.1286
Si	-0.037	0.0003	-0.0629
Si	-0.0005	-0.0209	-0.1231
Si	-0.0123	0.0305	-0.0633
Si	-0.0063	-0.0332	-0.0444
Si	0.0103	0.0487	-0.1137
Si	0.018	-0.0557	-0.1241
Si	0.0024	0.0281	-0.0841
Si	-0.0274	-0.009	-0.0284
Si	-0.0128	0.0066	-0.0744
Si	0.014	-0.0037	-0.0833
Si	0.0083	0.007	-0.0648
Si	0.0081	-0.0054	-0.027
Si	0.0227	-0.0127	-0.0621
Si	0.0111	0.0054	-0.0616
Si	0.0059	-0.0182	-0.0415
Si	0.0316	0.001	-0.0887
Si	0.0011	-0.0247	-0.0308
Si	-0.0227	0.0138	-0.0683
Si	0.0183	-0.0211	0.0913
Si	0.0379	0.0178	0.0639
Si	-0.0038	-0.0104	0.0854
Si	-0.0081	-0.0099	0.0975
Si	-0.0086	0.0195	0.0888
Si	-0.0023	-0.0137	0.0793
Si	-0.0399	-0.0071	0.0772
Si	-0.0029	-0.0219	0.0679
Si	-0.0084	-0.0032	0.0791
Si	0.0214	-0.0044	0.0936
Si	-0.0445	0.0161	0.0766
Si	0.0119	0.0253	0.0806
Si	-0.0817	-0.1528	-0.1056
Si	0.068	0.1125	0.1345
Si	-0.0062	-0.0379	-0.2224
Si	-0.0053	-0.1115	-0.3098
Si	-0.0549	0.0824	0.0052
Si	-0.0833	-0.0578	0.0204
Si	-0.152	-0.1427	-0.0958
Si	0.0976	-0.1595	0.1337
Si	-0.0442	-0.0022	0.0421
Si	0.042	-0.0051	-0.0309
Si	-0.1774	0.0683	0.2935
Si	0.112	-0.0819	0.1463
Si	-0.0284	0.0094	0.0303
Si	0.0485	0.0189	-0.173
Si	0.0811	0.011	-0.0098
Si	-0.0912	0.1484	0.0338
Si	0.0438	0.0126	-0.1193
Si	-0.0064	-0.0308	-0.1192
Si	0.2071	0.0399	-0.1971
Si	-0.0507	0.0134	0.2319
Si	-0.1027	0.1799	0.0206
Si	0.1825	-0.0172	0.0142
Si	0.0639	0.0175	0.0915
Si	-0.0363	0.1053	0.0772
Si	-0.0001	-0.0141	-0.0777
Si	-0.0038	0.008	-0.0477
Si	-0.0102	-0.0067	-0.0568
Si	-0.0384	0.002	-0.0954
Si	0.0145	-0.0069	-0.0596
Si	-0.0081	-0.0059	-0.0667
Si	0.0502	0.0155	-0.0474
Si	0.0034	-0.0004	-0.09
Si	0.0059	0.0181	-0.0878
Si	0.0321	-0.012	-0.0607
Si	0.0204	0.0057	-0.0892
Si	-0.0011	0.002	-0.0972
Si	0.0162	0.0169	0.0841
Si	0.0217	-0.0141	0.0426
Si	0.009	0.0218	0.0592
Si	-0.0088	0.017	0.1059
Si	-0.0031	0.009	0.0291
Si	-0.0353	-0.0319	0.045
Si	-0.0157	-0.0076	0.0394
Si	-0.0376	0.0065	0.0795
Si	-0.0118	-0.0072	0.0884
Si	-0.0209	0.0156	0.0499
Si	0.0011	-0.0171	0.039
Si	0.0119	-0.0021	0.0829
Si	-0.0987	0.0203	0.0699
Si	-0.0152	0.0093	0.0902
Si	-0.0193	0.0023	0.0769
Si	-0.0188	0.0173	0.0646
Si	0.02	-0.0537	0.0901
Si	0.0737	-0.0002	0.1426
Si	0.0937	-0.0055	0.0952
Si	0.0473	-0.0146	0.0486
Si	0.0094	-0.0086	0.0506
Si	0.0471	-0.0251	0.1079
Si	0.0145	0.0491	0.0947
Si	-0.061	0.0275	0.0752
Si	0.0284	0.0907	0.0383
Si	-0.0021	0.0158	-0.0736
Si	0.1115	-0.052	-0.048
Si	0.0567	-0.0109	-0.0677
Si	-0.0226	-0.0151	-0.05
Si	-0.1362	-0.0163	-0.0324
Si	-0.0265	-0.0062	-0.0755
Si	-0.0325	0.0591	-0.0244
Si	-0.0727	0.0619	-0.001
Si	-0.0376	-0.0492	-0.0265
Si	-0.0277	-0.0613	0.0014
Si	0.0604	-0.0608	-0.0053
O	0.0091	-0.0068	0.0266
O	-0.0348	0.0186	-0.0087
O	0.058	0.0042	-0.0563
O	-0.0258	-0.1025	0.0017
O	-0.0137	0.03	0.0084
O	0.007	-0.0113	0.0205
O	-0.0003	-0.0277	-0.0052
O	-0.0099	0.0502	-0.0012
O	0.0145	-0.0048	0.0166
O	0.0003	0.0186	0.0557
O	-0.0226	0.023	-0.0005
O	-0.0121	-0.0029	-0.0226
O	0.0092	0.0071	-0.0717
O	-0.011	-0.0201	-0.0251
O	0.1375	0.0318	-0.0417
O	-0.0131	0.0283	0.0225
O	0.0001	-0.0049	-0.0561
O	0.0175	-0.0247	-0.029
O	0.0088	-0.0099	-0.0278
O	-0.0201	-0.0158	0.019
O	-0.0165	-0.0062	-0.0243
O	0.0211	-0.0007	0.0131
O	-0.0352	-0.0284	-0.0781
O	-0.0021	0.004	-0.0202
Si	-0.0036	-0.004	0.0391
Si	-0.0008	0.0211	0.041
Si	-0.0047	0.027	0.0584
Si	0.0291	0.0359	-0.0285
Si	0.0107	-0.0063	-0.007
Si	-0.008	0.0205	-0.0052
Si	-0.0027	0.0217	-0.0308
Si	-0.0063	-0.0139	0.0104
Si	0.0161	0.012	-0.0265
Si	-0.0005	-0.014	-0.0115
Si	-0.0072	-0.0283	0.0365
Si	-0.0133	-0.0003	0.0063
Si	-0.0034	-0.0216	-0.0212
Si	0.0033	0.0008	-0.0182
Si	0.0108	-0.0013	-0.0424
Si	0.0149	0.0119	-0.0206
Si	-0.0047	-0.0232	-0.0218
Si	0.0322	-0.0264	-0.012
Si	-0.0479	0.0205	-0.0532
Si	-0.0072	0.01	0.0182
Si	-0.0197	-0.0045	-0.0183
Si	-0.0729	-0.1124	-0.0281
Si	-0.0153	-0.0076	-0.0234
Si	-0.0115	-0.0015	0.0234
Si	0.01	-0.0072	0.0248
Si	-0.0064	0.0083	-0.0208
Si	-0.028	-0.0099	0.0154
Si	0.0183	-0.0035	-0.0117
Si	-0.0035	0.0322	0.0269
Si	0.0079	0.0348	0.0645
Si	0.0003	-0.0073	-0.03
Si	0.0056	-0.0354	0.0132
Si	-0.0143	-0.0087	-0.0314
Si	-0.0092	-0.0057	-0.026
Si	0.0337	0.0145	0.0229
Si	-0.0042	0.025	-0.0099
Si	0.0345	-0.0274	-0.0048
Si	0.0198	0.0199	0.0178
Si	0.0095	0.0027	-0.0064
Si	-0.0171	0.0048	-0.0235
Si	-0.0063	-0.0157	-0.0142
Si	-0.0035	0.0013	-0.0107
Si	0.0108	0.0125	-0.0268
Si	0.0094	-0.0034	-0.0133
Si	-0.0038	-0.0186	-0.0148
Si	-0.0235	0.0087	0.027
Si	0.0141	0.0026	-0.0068
Si	0.0111	-0.0071	0.0019
Si	-0.0009	-0.0112	0.0587
O	0.0016	0.003	0.003
O	0.0081	-0.0143	0.0243
O	0.0096	0.0053	0.005
O	-0.012	0.0071	0.0008
O	0.0119	-0.0041	-0.0141
O	0.0031	0.0006	0.0125
O	-0.0129	-0.0144	0.0219
O	-0.0252	0.0177	0.034
O	0.0011	-0.0018	0.0117
O	-0.0017	-0.0031	0.0194
O	-0.0058	0.0162	-0.0181
O	0.0067	0.0008	0.0132
O	-0.011	-0.0019	0.012
O	0.0033	0.002	0.0024
O	0.0106	-0.0034	0.0014
O	-0.0026	0.0311	-0.045
O	0.0013	0.0054	0.0099
O	0.0002	-0.0016	0.0116
O	0.0013	-0.002	-0.015
O	-0.0075	0.0099	-0.0089
O	-0.0044	0.0124	-0.0163
O	-0.0015	-0.0016	0.0038
O	-0.0194	-0.008	-0.0234
O	0.0133	-0.0042	-0.0348
O	0.02	-0.0025	0.0054
O	0.0177	0.0053	0.0232
O	0.0098	0.0034	0.0024
O	0.0077	0.0062	-0.0179
O	0.0062	-0.0086	-0.0226
O	-0.0104	-0.0081	0.0058
O	-0.002	-0.012	-0.0152
O	0.0036	0.0033	-0.0041
O	-0.0139	-0.0091	0.0061
O	-0.0042	0.0033	-0.0038
O	0.0179	0.0081	0.0101
O	0.0203	-0.0081	-0.0112
O	0.0001	-0.0059	0.0068
O	-0.0192	0.0165	-0.0073
O	0.0061	-0.0104	0.0067
O	0.0067	0.0056	0.0103
O	0.0153	0.0068	0.016
O	-0.0148	-0.0068	-0.0272
O	0.0034	-0.0116	0.0026
O	-0.0194	0.0316	-0.0477
O	0.0137	-0.0081	0.0147
O	-0.0799	0.0778	0.0791
O	-0.002	0.0098	-0.033
O	-0.0133	0.0068	0.0138
O	-0.0087	0.0021	-0.0065
O	-0.0012	0.0227	-0.0137
O	-0.001	0.0054	0.007
O	0.0153	0.0062	0.0171
O	-0.0142	-0.0128	0.0339
O	-0.0042	0.0018	0.0174
O	-0.0058	-0.0569	-0.0758
O	0.0044	-0.002	0.005
O	0.0031	-0.0104	-0.0004
O	0.0018	0.0098	0.0128
O	-0.0007	-0.0042	-0.0032
O	-0.0136	0.0086	0.0054
O	-0.0132	0.0057	0.0121
O	0.0137	0.0195	0.0368
O	-0.0025	0.0047	0.0021
O	0.0096	0.0015	0.0078
O	0.0001	0.0004	0.0102
O	-0.0016	0.0112	0.0121
O	0.0821	0.0165	0.1273
O	0.0101	-0.0094	0.0016
O	0.008	0.0092	-0.0103
O	0.0035	-0.0019	0.0048
O	-0.0139	0.0223	-0.0052
O	0.0085	0.0047	-0.0295
O	0.0044	0.0099	-0.0014
O	-0.0022	-0.0059	-0.0333
O	0.003	-0.0091	0.004
O	-0.0038	-0.0085	0.0097
O	-0.0012	0.0047	-0.0069
O	0.0243	0.0103	0.0093
O	-0.0151	-0.0274	-0.0103
O	-0.0109	-0.0077	-0.001
O	0.0086	-0.0196	0.0156
O	-0.0062	-0.0192	-0.0234
O	-0.0087	-0.0042	0.008
O	0.0215	0.0004	-0.0146
O	0.0015	-0.0005	0.0258
O	-0.0081	0.0036	0.0143

The program warned: the cutoff lies below the one the program advises for these potential files; the forces do not sum to zero within the program's tolerance; the exchange-correlation potential is rough where the density is thin.
